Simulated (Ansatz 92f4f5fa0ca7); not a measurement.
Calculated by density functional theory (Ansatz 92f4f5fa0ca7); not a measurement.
Periodic cell of 264 atoms, Si154O98As12, from a study of silicon, its oxide and their interface. The atomic structure is a simulated model.
Doubt: the cutoff is far below the 930 eV that the study's wrapper takes by default for these files, so forces and energies are approximate.

Settings: functional PBE; potential files Ansatz PAW; basis plane waves; wave-function cutoff 580 eV; density cutoff ratio 5; exchange-correlation grid ratio 1; k mesh 1 x 1 x 1, Gamma-centred; self-consistency stop 5e-08 eV per atom in the density residual; occupations fixed; spin none; net charge 0.

Cell vectors (angstrom)
a  11.6015  0  0
b  0  13.3963  0
c  0  0  31.2357

Atoms and the computed forces on them: element, x, y, z (angstrom), force x, y, z (eV/angstrom)
Si  -0.2747  0.034  24.3823  -0.3541  -0.0618  -0.1112
As  3.8503  0.0312  24.2797  -0.0687  -0.037  -0.3547
As  7.6956  -0.0517  24.5313  -0.0192  0.0892  -0.601
As  1.9167  3.3514  24.2789  -0.0716  0.0207  -0.2368
Si  5.9362  3.1523  24.4219  0.2519  -0.484  -0.1103
As  9.6712  3.3933  24.4186  -0.0334  -0.0434  -0.3995
As  0.002  6.6565  24.2931  -0.0008  0.061  -0.3877
Si  3.8118  6.6677  24.5438  -0.2814  -0.0265  -0.1659
Si  7.7851  6.7146  24.4402  0.2918  0.1549  -0.2173
Si  1.9446  10.1707  24.2804  -0.1231  0.2903  -0.4028
Si  5.8036  10.0584  24.6705  0.2501  0.1748  -0.3465
As  9.6324  10.0684  24.2941  -0.0174  -0.016  -0.3259
Si  -0.0192  2.2315  25.2851  0.0754  0.2362  0.2916
Si  3.8652  2.2361  25.2462  -0.0668  -0.0889  0.3521
Si  7.8213  2.1923  25.4711  0.0179  -0.0559  0.4744
Si  1.8965  5.5457  25.3548  -0.1496  -0.122  0.4345
Si  5.8356  5.5071  25.0666  -0.0649  -0.0531  0.0706
Si  9.6738  5.6141  25.3502  0.2449  -0.0949  0.4071
Si  0.0277  8.9667  25.1648  -0.2237  -0.1923  0.396
Si  3.7925  8.948  25.2264  0.1825  0.0022  0.1918
Si  7.7755  8.9193  25.3473  -0.0361  0.0888  0.3492
Si  1.8339  12.3656  25.1431  0.0775  0.0982  0.3007
Si  5.7031  12.3148  25.4062  0.1114  0.1199  0.4203
Si  9.6018  12.2035  25.4377  -0.0593  -0.0603  0.4014
Si  0.011  2.2293  27.6762  0.0016  -0.2841  -0.1588
Si  3.8553  2.2366  27.6491  0.2077  0.1202  -0.1062
Si  7.7822  2.2163  27.8028  -0.1332  0.1476  -0.1843
Si  1.9025  5.5534  27.7196  0.1744  0.0956  -0.1528
Si  5.8026  5.5575  27.5389  0.0287  -0.0669  0.0681
Si  9.6854  5.5845  27.7123  -0.22  0.1606  -0.0936
Si  0.0084  8.9361  27.604  0.2097  0.1348  -0.1486
Si  3.8357  8.9431  27.6296  -0.0104  0.0164  0.0683
Si  7.7462  8.9107  27.7108  -0.0797  -0.0859  -0.0666
Si  1.8937  12.309  27.5902  -0.2121  -0.0335  -0.0517
Si  5.7595  12.3153  27.7456  -0.1169  -0.2032  -0.0815
Si  9.6261  12.2288  27.7722  0.1862  0.0645  -0.1206
Si  1.9389  1.1155  28.4711  -0.0248  0.0017  -0.1802
Si  5.7913  1.143  28.4921  0.0042  0.0399  -0.0491
Si  9.7067  1.0813  28.5008  0.0021  -0.0042  -0.0169
Si  -0.0159  4.4405  28.5052  0.0355  0.0708  -0.2368
Si  3.8795  4.4673  28.4493  -0.0218  -0.0636  -0.0594
Si  7.7284  4.4864  28.4699  -0.005  -0.0326  -0.0174
Si  1.9208  7.8103  28.4589  0.0007  0.0303  -0.0575
Si  5.7794  7.7902  28.4287  0.015  0.0279  -0.134
Si  9.6977  7.8243  28.4812  -0.0506  -0.0344  -0.1116
Si  0.0047  11.1522  28.4627  -0.0414  -0.0471  0.0033
Si  3.8136  11.1756  28.4605  0.0215  -0.0327  -0.0907
Si  7.6782  11.1458  28.5016  0.0729  -0.0424  -0.104
Si  1.9336  1.1164  30.8407  0.0505  -0.0691  -0.0119
Si  5.8008  1.1164  30.8407  -0.0858  0.0783  0.2215
Si  9.6679  1.1164  30.8407  0.0806  -0.0193  0.1916
Si  0  4.4654  30.8407  -0.0515  -0.0936  0.2893
Si  3.8672  4.4654  30.8407  0.1191  0.0497  -0.1716
Si  7.7343  4.4654  30.8407  -0.1156  0.1313  -0.0217
Si  1.9336  7.8145  30.8407  -0.013  0.0338  -0.074
Si  5.8008  7.8145  30.8407  -0.1055  -0.1273  -0.2784
Si  9.6679  7.8145  30.8407  0.1217  0.059  0.0827
Si  0  11.1635  30.8407  0.1299  -0.0269  -0.0771
Si  3.8672  11.1635  30.8407  -0.2077  0.0091  -0.0647
Si  7.7343  11.1635  30.8407  -0.0862  -0.0549  0.1967
Si  0  0  0.3944  0.038  -0.0898  0.2118
Si  3.8672  0  0.3944  -0.0997  -0.054  -0.0335
Si  7.7343  0  0.3944  0.1783  -0.0095  -0.0356
Si  1.9336  3.3491  0.3944  -0.0018  0.0132  -0.2893
Si  5.8008  3.3491  0.3944  0.0666  -0.0122  -0.0964
Si  9.6679  3.3491  0.3944  0.024  -0.0674  -0.0743
Si  0  6.6981  0.3944  0.0165  0.1113  0.099
Si  3.8672  6.6981  0.3944  0.0134  -0.069  -0.0487
Si  7.7343  6.6981  0.3944  -0.0093  -0.0259  0.0293
Si  1.9336  10.0472  0.3944  -0.1017  0.0891  0.0893
Si  5.8008  10.0472  0.3944  0.13  0.0478  -0.2799
Si  9.6679  10.0472  0.3944  -0.0243  -0.0206  0.1901
Si  0.0304  -0.0209  2.7904  -0.0071  -0.0293  0.0115
Si  3.8698  -0.0169  2.7545  -0.0005  -0.0177  0.0803
Si  7.7968  0.0033  2.7615  -0.0118  0.044  0.0976
Si  1.9568  3.3469  2.7342  -0.0334  0  0.1894
Si  5.8185  3.3318  2.7438  0.0335  0.0199  0.1654
Si  9.6823  3.3231  2.7532  -0.0115  0.0128  0.0706
Si  0.008  6.703  2.7778  0.0158  -0.0923  0.0853
Si  3.8778  6.6817  2.7553  0.0098  -0.0611  -0.0052
Si  7.7386  6.7018  2.7721  -0.0155  0.0126  -0.0021
Si  1.9166  10.0618  2.7653  -0.0142  0.0458  0.0741
Si  5.8202  10.0693  2.7364  -0.0591  -0.0183  0.0546
Si  9.6535  10.0352  2.7961  0.0707  0.0317  0.2175
Si  0.0388  2.2302  3.5305  -0.1295  -0.121  0.1232
Si  3.882  2.2192  3.5041  -0.0029  -0.0692  0.1692
Si  7.7449  2.231  3.5702  0.1484  -0.1029  0.1364
Si  1.9452  5.5617  3.5509  -0.0165  0.2182  0.1338
Si  5.8125  5.5542  3.545  -0.0058  0.1865  0.1201
Si  9.674  5.5484  3.5253  0.0087  0.1835  0.1281
Si  0.004  8.9343  3.6207  -0.0281  0.0567  -0.0468
Si  3.8773  8.945  3.4362  0.0084  -0.0197  -0.0671
Si  7.6947  8.9308  3.6095  -0.0099  -0.2195  0.0575
Si  1.9586  12.2751  3.6515  0.0371  -0.0992  0.0076
Si  5.8479  12.3124  3.4914  -0.1326  -0.0412  0.0122
Si  9.7021  12.26  3.6448  0.1645  0.0818  0.0685
Si  0.04  2.2204  5.9022  0.1824  0.1983  -0.3259
Si  3.8877  2.1949  5.8619  -0.023  0.1235  -0.3223
Si  7.7508  2.2316  5.9641  -0.1742  0.0964  -0.381
Si  1.9639  5.5487  5.9316  -0.0591  -0.2298  -0.4416
Si  5.7957  5.5351  5.9253  0.1138  -0.1781  -0.4343
Si  9.663  5.5435  5.8918  0.0792  -0.0844  -0.4636
Si  0.0285  8.9469  6.0379  -0.1242  -0.2077  -0.1544
Si  3.8703  8.9496  5.7507  -0.0467  0.0053  -0.1181
Si  7.6107  8.9267  6.0246  0.0979  0.0161  -0.3013
Si  1.9741  12.3152  6.0889  0.1525  0.1078  -0.3116
Si  5.857  12.3366  5.8298  -0.0581  0.0021  -0.3839
Si  9.7019  12.2201  6.0833  -0.1356  0.124  -0.3386
As  1.9849  1.1949  6.981  -0.1169  -0.0567  0.1672
As  5.7922  1.1111  6.8977  0.1246  0.0654  0.2924
Si  9.7202  1.1198  6.7856  0.1055  0.1964  0.1546
As  0.0068  4.4505  6.9036  0.0216  -0.0451  0.3114
As  3.8911  4.3834  6.8862  -0.073  -0.0374  0.3267
As  7.7476  4.4591  6.9356  -0.1045  -0.0354  0.3064
Si  2.0202  7.8227  6.6452  0.0656  -0.0279  0.2315
Si  5.6014  7.739  6.7856  -0.146  -0.1019  0.2382
Si  9.6221  7.8102  6.6488  -0.1778  -0.1862  0.3128
Si  0.0834  11.145  6.9321  0.0337  0.1908  0.3921
Si  4.0027  11.133  6.6738  0.1686  0.1711  0.3054
As  7.6702  11.184  6.8891  0.1306  -0.0331  0.5707
O  9.95  1.369  8.4398  -0.1355  -0.183  -0.1319
O  4.4844  10.9648  8.281  -0.0636  0.0151  -0.0666
O  9.4726  7.6394  8.3106  0.0642  0.2106  -0.0562
O  5.0287  7.5495  8.3823  0.1347  0.067  -0.0342
O  2.3696  7.9846  8.276  -0.1153  0.037  0.0582
O  7.5009  14.6983  13.1483  0.0313  0.0122  -0.0042
O  5.9956  10.1947  23.0229  -0.0846  -0.1646  -0.0676
O  3.428  6.6995  22.912  0.1266  0.0206  0.0906
O  10.5664  13.3963  22.854  0.2803  -0.0266  0.1978
O  2.043  10.5309  22.605  -0.0397  -0.2368  0.3038
O  6.3472  2.4807  22.9085  -0.1422  0.3069  0.1101
O  8.0916  6.8115  22.7808  -0.2018  -0.0581  0.2182
Si  7.247  7.0672  21.4028  0.0695  0.0166  -0.1315
Si  4.2121  7.0976  21.5472  -0.0312  0.0201  -0.251
Si  0.1067  10.4668  10.0987  -0.0086  -0.0379  0.1101
Si  -1.0668  3.9864  17.6461  -0.038  -0.0499  0.0786
Si  9.0337  12.3171  18.9698  0.0706  -0.0574  -0.2109
Si  -8.0123  19.06  16.1923  0.0406  -0.0321  0.057
Si  1.8653  -2.1662  21.1462  0.0418  -0.0324  -0.2591
Si  0.2409  13.5439  15.1253  -0.0377  -0.1232  0.0167
Si  9.8827  13.9456  21.4618  -0.0586  0.016  -0.0675
Si  9.71  8.4432  9.6921  -0.0107  0.031  -0.0086
Si  -3.1597  4.8013  13.8575  -0.0743  0.0212  0.0374
Si  12.2185  10.6703  16.0012  -0.0272  0.0378  0.0767
Si  8.2632  5.7142  18.6927  -0.0387  -0.1554  -0.2332
Si  3.1097  10.4814  14.3407  0.0453  0.0593  0.0225
Si  5.6681  0.8987  19.3163  -0.1413  0.0048  -0.1229
Si  10.8349  8.0918  14.7846  -0.1041  0.0466  0.0097
Si  6.1891  17.1998  19.3596  -0.0824  -0.1223  -0.1343
Si  -2.3052  7.2275  12.4559  -0.0418  0.0827  0.1604
Si  5.8012  9.6255  21.5161  -0.0108  0.1767  -0.0265
Si  12.1813  5.3129  15.2423  0.0085  0.0094  0.0328
Si  8.1823  6.9901  16.0059  -0.011  -0.01  0.0644
Si  3.5703  5.3984  19.2054  0.0771  -0.1351  -0.0711
Si  16.666  3.0962  15.0995  0.0447  -0.005  0.0152
Si  -3.6951  15.4577  14.5301  -0.0346  -0.0396  0.0214
Si  5.7643  4.0224  12.3493  0.0211  -0.0531  0.0586
Si  -1.9959  14.6592  16.7986  -0.0263  -0.017  0.0135
Si  6.3959  12.0917  17.5582  -0.0514  0.036  -0.0109
Si  3.8152  7.6573  13.858  0.0645  0.073  0.0621
Si  7.1193  14.8738  11.562  -0.1621  -0.1043  0.0955
Si  9.0321  -2.1347  10.5073  -0.0564  -0.007  0.3064
Si  2.5495  15.2997  15.5474  -0.0187  -0.0055  0.0613
Si  1.4652  3.5755  12.9859  0.0173  -0.1034  0.0356
Si  4.5385  11.6287  19.6332  0.0683  0.2207  -0.1364
Si  6.4778  12.0119  11.7291  0.0277  0.1601  0.1328
Si  15.255  7.7958  9.281  0.0023  0.0174  -0.4367
Si  12.5343  13.7968  20.0574  0.0455  -0.0809  -0.3083
Si  0.1254  11.1637  18.8948  -0.1103  0.0635  -0.0597
Si  3.3821  5.6333  11.5725  0.0819  -0.1142  0.2558
Si  7.2322  2.1504  21.5688  -0.0466  -0.0517  -0.0768
Si  6.7532  8.3816  13.9514  0.0186  0.0928  0.0709
Si  -5.5186  11.1775  14.6075  0.0375  0.0271  0.0138
Si  1.6868  16.3068  18.5202  0.0638  -0.0231  -0.014
Si  4.3922  10.713  9.8856  0.0098  0.2193  0.0593
Si  2.2838  11.835  11.6117  0.064  0.1182  0.1006
Si  0.288  0.8361  12.0865  0.1965  -0.0288  0.1625
Si  9.5451  0.7177  9.8771  0.0165  -0.0452  -0.0099
O  4.8117  3.4004  13.5146  -0.0009  -0.0109  -0.0363
O  8.7649  9.8112  9.7633  -0.0333  0.0028  -0.0655
O  7.0717  8.6749  21.0872  0.0774  -0.0279  0.0599
O  6.8295  7.6595  15.4094  0  -0.0212  0.0283
O  11.1445  14.4926  20.5648  -0.0496  0.0385  0.2055
O  5.0248  11.3306  18.0789  0.0283  0.0216  0.1132
O  10.5654  11.1763  11.0393  -0.0057  -0.0268  -0.1055
O  7.0773  9.9556  14.2065  0.0192  -0.0549  -0.0484
O  0.4897  18.0463  13.7457  -0.0185  0.0044  -0.0067
O  7.0092  4.7794  13.0738  -0.0448  0.0075  -0.0326
O  12.2354  12.7338  18.8271  0.0356  0.0832  0.0745
O  1.8737  15.0027  19.4966  -0.0286  -0.0344  0.0504
O  10.112  11.1162  18.8056  0.021  0.0024  0.0538
O  0.6974  15.8105  12.1385  -0.0364  0.0604  -0.0349
O  9.3593  0.1899  17.9836  -0.014  -0.0048  0.0644
O  -0.0893  9.4938  15.165  -0.0272  -0.0201  -0.0368
O  2.379  4.3611  11.8602  -0.0224  0.0536  -0.1044
O  13.7247  15.9228  16.9956  0.0161  0.0015  -0.0384
O  6.2394  2.8266  11.3545  0.0173  0.0094  -0.0863
O  4.6074  10.6094  14.9355  -0.0707  -0.0371  -0.0046
O  9.1058  12.819  20.5348  0.0289  0.0218  0.1983
O  7.6636  -1.8073  18.4605  0.0336  0.0101  0.0547
O  6.2979  13.6865  17.9345  0.0173  0.0115  0.0322
O  1.8433  13.8477  15.3034  -0.0054  0.0307  0.0173
O  8.8013  1.7411  21.8007  0.1127  -0.0409  0.0701
O  1.6123  12.8709  21.2459  -0.0153  -0.0146  0.2132
O  3.8827  9.174  10.1519  -0.0377  -0.1094  0.0061
O  3.1408  6.5892  12.861  -0.0309  -0.0244  -0.1085
O  -0.4794  4.5982  16.2528  0.0334  0.0339  -0.0636
O  5.7331  6.474  21.6355  -0.027  -0.1095  0.0776
O  11.7402  3.3852  18.5453  -0.0448  0.0119  0.0015
O  2.8625  11.4809  13.0872  -0.0371  -0.0005  -0.1034
O  -2.1525  5.6586  12.9025  0.0427  0.0149  -0.0561
O  -0.5052  14.5651  16.1472  0.0251  0.0358  -0.0018
O  5.6783  10.9438  20.5771  0.0837  -0.0817  0.1339
O  7.1997  17.9134  18.3025  0.0314  0.0477  0.0836
O  5.7779  10.9216  10.7348  0.005  -0.0976  -0.1253
O  6.6164  11.9194  15.9577  0.0185  -0.0118  -0.0594
O  9.7791  5.1318  18.5292  -0.0101  0.0276  0.0123
O  0.2674  11.1876  8.6271  -0.1018  -0.0173  -0.3092
O  3.2176  6.5286  10.2216  0.0189  0.0464  -0.0553
O  14.1404  17.5433  19.1453  -0.0234  0.0539  0.0194
O  0.6502  10.348  17.5966  0.0393  -0.0341  0.0131
O  -0.3251  8.9094  9.8468  0.0305  0.0048  -0.1004
O  3.6572  6.1171  17.7505  -0.0148  0.0573  0.0473
O  5.2798  8.1343  13.3166  -0.0736  -0.0296  -0.0623
O  4.4528  13.2781  19.7498  0.0497  -0.0783  0.0445
O  3.1165  11.0268  20.0991  -0.0842  -0.0795  0.1236
O  8.0368  6.9084  17.6117  0.0064  0.0064  0.0583
O  3.4645  11.9133  10.5026  -0.0084  -0.024  -0.0764
O  -0.8108  14.0618  10.9139  -0.0404  0.0194  -0.0717
O  5.0155  4.847  19.6627  -0.0652  0.1198  0.089
O  8.9667  12.5991  9.5561  -0.0072  -0.0051  -0.0989
O  3.2568  6.5311  20.3382  0.1108  0.0869  0.0932
O  13.8035  2.8316  14.2484  0.0002  0.0459  -0.0489
O  -3.5594  11.5262  11.773  0.1197  -0.0346  -0.2174
O  1.5562  -0.1129  11.6803  -0.0183  -0.0114  -0.0653
O  3.9815  6.9682  15.3183  0.0132  0.0073  0.0127
O  13.6808  5.1824  15.85  -0.0534  -0.0233  -0.017
O  1.3892  10.5835  11.0694  -0.0262  -0.083  -0.0938
O  8.5626  1.0029  15.5673  -0.0196  0.0286  -0.061
O  6.6306  2.7312  15.3022  -0.0024  0.0224  0.0311
O  5.3794  2.4504  18.8928  0.0738  -0.0023  0.0101
O  0.2624  6.8962  15.1324  0.0266  -0.0449  0.0102
O  10.4732  8.0976  13.1867  -0.0103  -0.046  -0.0798
O  -2.656  3.2704  14.1161  0.0466  0.0482  -0.0483
O  6.5991  0.9454  20.656  0.0769  -0.0529  0.2102
O  2.1564  10.8633  15.574  0.0338  -0.0098  0.0327
O  4.4331  8.7158  21.3933  -0.1437  -0.0491  0.0942
O  -2.1373  7.9233  15.6475  0.0409  0.0118  0.0234
O  5.9685  12.1142  13.2791  -0.0198  -0.0074  -0.0667
O  -0.2359  13.7657  13.5737  -0.0376  0.0149  -0.0547
O  7.1254  3.5023  20.6591  0.0742  0.0099  0.1772
O  -8.777  8.9412  13.9054  0.0097  -0.0662  -0.0632
O  -0.1655  12.0479  15.6185  0.0196  0.0323  -0.0379
O  8.3389  5.5112  15.3253  -0.0068  -0.0283  -0.0391
O  4.918  18.4861  11.4842  -0.0363  0.0432  -0.0706
O  4.1806  1.7933  15.5495  -0.0177  0.0448  -0.0132
O  8.0244  6.3286  20.178  -0.0432  0.1029  0.152
O  -6.9685  4.4194  15.9608  0.015  0.02  -0.0162
O  9.4612  2.7859  17.3563  0.0056  0.0233  0.0067
O  6.3019  0.129  11.1278  0.0314  -0.0029  -0.0278
O  8.4126  15.0291  10.598  -0.0124  0.0638  -0.0577
O  -3.7657  7.7786  12.917  0.0582  -0.027  -0.0993
O  0.6177  10.5341  20.3248  0.0221  0.014  0.138
O  -2.2285  7.3668  10.8526  -0.0034  -0.0258  0.0286

Results
free energy: -211912.280 eV
free energy less fixed offsets of As -4856.12, O -568.88, Si -635.61 eV per atom: -4.660 eV

The program warned: the cutoff lies below the one the program advises for these potential files; the forces do not sum to zero within the program's tolerance; the exchange-correlation potential is rough where the density is thin.
